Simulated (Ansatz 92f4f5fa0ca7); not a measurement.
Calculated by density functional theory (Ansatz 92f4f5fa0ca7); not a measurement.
Periodic cell of 193 atoms, Si117O76, from a study of silicon, its oxide and their interface. The atomic structure is a simulated model.

Settings: functional r2SCAN; potential files Ansatz norm-conserving; basis plane waves; wave-function cutoff 1300 eV; density cutoff ratio 4; exchange-correlation grid ratio 1; k mesh 2 x 2 x 1, shifted by 0.5 0.5 0.5 of a step; self-consistency stop 5e-08 eV per atom in the density residual; occupations Fermi-Dirac, 0.05 eV; spin none; net charge 0.

Cell vectors (angstrom)
a	11.5403	0	0
b	0	11.5403	0
c	-5.6252	-4.7938	25.6452

Atoms: element, x, y, z (angstrom)
Si	8.6467	9.7801	-0.8509
Si	7.2525	2.0093	-0.904
Si	9.1789	6.7281	-1.0611
Si	3.2347	9.1294	-2.2205
Si	1.7785	3.5596	0.3461
Si	-0.0528	6.6609	1.6433
Si	3.6352	11.2032	1.7697
Si	4.8671	3.7046	-1.1846
Si	1.7186	5.2328	-4.2641
Si	-0.0679	-0.8752	1.5015
Si	-0.0083	2.8716	1.6777
Si	1.7427	5.9956	0.2901
Si	6.1612	9.351	-2.3304
Si	4.0956	3.2904	1.0375
Si	3.8823	6.9358	1.1878
Si	9.1303	10.4658	1.3447
Si	9.147	2.7419	1.3237
Si	9.0239	6.6111	1.2949
Si	0.4248	0.9184	2.8826
Si	0.391	4.7986	2.9407
Si	0.4475	8.672	2.7324
Si	5.286	1.2731	1.5034
Si	4.3221	5.0441	2.527
Si	4.1705	8.9041	2.4997
Si	8.4639	0.893	2.5692
Si	8.3753	4.6953	2.4854
Si	8.3767	8.5722	2.529
Si	10.1185	0.9211	4.2361
Si	10.0103	4.7307	4.2061
Si	10.1096	8.6258	4.1274
Si	2.5255	0.6978	3.7831
Si	2.4695	4.7724	3.9727
Si	2.3937	8.6403	4.0282
Si	6.374	0.985	3.6321
Si	6.3321	4.8662	3.7487
Si	6.271	8.7103	3.7112
Si	10.1305	10.5278	5.5118
Si	10.1299	2.8353	5.5385
Si	10.1104	6.6988	5.4658
Si	2.3306	10.533	5.4266
Si	2.5385	2.7336	5.1508
Si	2.4116	6.6918	5.3496
Si	6.2891	10.6035	5.1376
Si	6.2301	2.8759	5.0318
Si	6.3119	6.8032	5.1494
Si	0.4567	10.5483	6.9321
Si	0.6722	2.8132	6.6491
Si	0.5296	6.7124	6.7789
Si	4.3746	10.499	6.6026
Si	4.3977	2.8255	6.5585
Si	4.4065	6.765	6.5623
Si	8.1568	10.6197	6.7205
Si	8.0184	2.8314	6.5123
Si	8.1383	6.7641	6.6896
Si	0.4639	1.0441	8.1967
Si	0.5608	4.7322	8.0336
Si	0.5474	8.5571	8.2609
Si	4.3566	0.8715	7.9508
Si	4.3853	4.834	7.8628
Si	4.3958	8.5991	8.0577
Si	8.0612	1.0786	8.0202
Si	8.0497	4.7037	7.8548
Si	8.3073	8.6822	8.0505
Si	9.942	1.8854	9.2035
Si	9.4329	6.1303	10.5532
Si	10.15	8.2422	9.6087
Si	2.4946	0.8724	9.4566
Si	2.5556	4.8278	9.3383
Si	2.5009	8.6084	9.5975
Si	6.1749	12.439	9.4154
Si	6.2065	4.6944	9.2921
Si	6.4143	8.4969	9.3121
Si	0.6637	10.7098	12.1304
Si	0.1781	1.8424	13.372
Si	10.0077	4.3352	9.0824
Si	2.7558	10.5219	11.021
Si	2.9662	2.8831	10.5611
Si	4.6916	7.4189	12.2742
Si	4.8462	9.9638	12.2379
Si	6.4977	10.4028	10.6257
Si	8.5261	4.6793	14.6387
Si	10.3961	9.1795	11.898
Si	1.8944	3.2801	12.6416
Si	9.9356	0.8651	11.3047
Si	8.506	10.5942	11.8913
Si	6.3857	2.8028	13.5604
Si	2.7487	6.643	10.9315
Si	10.5084	6.2845	12.6739
Si	5.3851	2.8576	10.5404
Si	6.9734	6.54	10.5281
Si	6.0614	9.5676	16.4508
Si	-0.7333	2.0053	24.0575
Si	0.8075	-0.054	19.8708
Si	10.1207	1.0343	18.2798
Si	6.3531	11.1215	13.8338
Si	9.7273	-1.145	20.1431
Si	2.456	6.6631	22.5599
Si	7.0837	3.2764	21.8404
Si	5.6943	4.3886	19.4556
Si	6.9219	6.8038	16.3596
Si	8.528	8.3921	23.9213
Si	8.2622	5.7313	18.8676
Si	3.6719	-0.1015	19.5905
Si	6.4698	1.3458	23.951
Si	2.4673	1.5451	21.739
Si	3.4928	6.4223	19.7253
Si	2.9772	6.248	14.5678
Si	6.1797	-1.5071	19.472
Si	1.4298	5.725	12.7729
Si	8.1933	6.4666	25.4157
Si	10.4595	2.7752	16.1022
Si	-0.9183	3.7459	18.7703
Si	4.0114	7.5363	16.9537
Si	1.8734	3.736	19.8581
Si	3.8252	3.3255	15.0427
Si	3.7466	2.3744	17.9583
Si	7.9942	8.0347	20.8015
O	6.9977	9.6138	-0.9439
O	0.3721	2.915	23.2265
O	8.6871	2.4774	-0.2675
O	6.554	6.3332	25.6947
O	8.4902	5.0027	24.7208
O	4.9187	1.0717	24.3592
O	9.3893	8.3591	-1.1873
O	11.3434	0.0073	10.9608
O	0.6559	0.257	13.429
O	10.3404	7.8946	13.0035
O	10.2993	1.9165	12.5377
O	4.3201	6.8365	13.7881
O	5.8328	3.1391	12.0889
O	9.7008	5.4548	13.8371
O	1.8047	7.923	23.3461
O	0.9902	5.0423	-2.8271
O	3.5302	6.0049	23.6078
O	6.4551	3.3718	-1.2901
O	3.3909	7.4266	18.4589
O	4.1812	0.8677	18.3835
O	3.1398	7.1287	21.1568
O	2.1821	-0.6757	19.3194
O	8.2235	6.2262	-2.2971
O	5.8436	3.748	20.9321
O	3.1452	4.4604	-4.2584
O	4.7627	5.2028	-1.8951
O	2.459	3.1149	21.2544
O	6.0683	10.795	15.4062
O	0.8474	4.6257	-5.4801
O	6.1907	6.7028	12.0169
O	7.1679	4.5348	18.8102
O	3.3387	4.8399	15.3147
O	7.8316	10.5354	13.4296
O	6.6297	-1.5305	17.9122
O	3.5694	2.4276	16.3637
O	9.2206	3.7717	15.7911
O	5.4049	3.3332	14.7214
O	2.4573	5.1979	19.5289
O	9.7456	5.0992	18.8066
O	2.9862	2.7273	13.7933
O	5.348	6.5558	16.7948
O	0.1472	0.781	18.6465
O	2.8152	7.2221	15.8862
O	4.85	3.4494	18.4588
O	2.3322	2.7149	18.6777
O	9.336	-0.2962	18.7829
O	9.6904	2.4248	19.0452
O	-0.123	2.4733	14.8433
O	1.9006	6.8155	-4.5275
O	6.9761	8.3513	15.8353
O	4.5296	9.0534	16.6729
O	8.0383	8.0125	22.4094
O	9.9302	1.326	16.688
O	1.09	0.871	21.1815
O	7.7714	3.6294	13.6672
O	6.4937	1.1979	13.6961
O	5.0045	5.8313	19.7065
O	8.1109	6.5305	20.2546
O	2.2696	9.2384	-3.5315
O	3.6928	0.7398	20.9986
O	-0.2063	-1.237	20.3059
O	7.4617	5.7442	15.2611
O	4.061	2.4575	-1.9093
O	9.1977	8.8818	20.1002
O	-2.1495	2.7383	23.6744
O	4.5777	-1.4249	19.6315
O	1.5829	2.7752	-1.1137
O	6.4777	2.8377	23.2781
O	1.3453	5.4844	22.2226
O	6.605	-2.8436	20.2755
O	6.4269	1.1515	0.2315
O	4.6461	9.9156	-2.4377
O	7.9523	6.7151	17.6206
O	-0.2488	3.5394	17.289
O	0.2562	3.8409	19.8819
O	-0.512	2.1825	25.6623

Results
free energy: -49059.019 eV
free energy less fixed offsets of O -463.61, Si -117.95 eV per atom: -24.509 eV
pressure: -1.55 GPa
stress xx, yy, zz, yz, xz, xy (GPa, positive in tension): 1.39, 2.15, 1.11, 0.09, 0.01, 0.24

Forces (eV/angstrom), in the order of the atoms: element, x, y, z
Si	0.2486	0.253	0.0398
Si	0.2039	0.0203	-0.3042
Si	0.0508	0.1738	-0.1394
Si	-0.0946	0.0954	-0.5928
Si	-0.0577	-0.3275	-0.2383
Si	-0.0929	0.1275	0.0989
Si	-0.2277	-0.1145	0.1781
Si	0.108	0.1344	-0.0402
Si	-0.1127	0.0469	-0.0492
Si	0.1832	-0.0248	-0.2607
Si	0.1921	0.1698	-0.0988
Si	0.1196	0.006	-0.283
Si	0.3143	0.2669	-0.3016
Si	-0.3597	0.3036	-0.3718
Si	0.387	-0.2479	-0.6561
Si	-0.3394	0.1443	-0.1655
Si	-0.0315	0.0763	-0.6247
Si	0.1948	0.0444	0.0362
Si	-0.2476	0.1366	-0.002
Si	-0.5243	-0.2169	0.3908
Si	-0.0134	0.0629	-0.2587
Si	0.5399	-0.1455	-0.4878
Si	-0.0474	0.042	0.3096
Si	-0.0693	0.3014	0.1496
Si	0.4256	-0.4542	0.2256
Si	-0.0345	0.0111	0.1039
Si	-0.0084	0.0089	0.0448
Si	0.1126	-0.1007	-0.0362
Si	0.3574	0.0854	0.2188
Si	-0.0595	-0.0125	0.2026
Si	0.0078	0.0892	0.16
Si	0.1178	0.2109	0.2028
Si	-0.1911	-0.1397	0.1372
Si	0.0172	0.1806	-0.0505
Si	0.0133	0.0565	0.0093
Si	0.1628	-0.1737	-0.1368
Si	-0.1317	0.0036	-0.0479
Si	-0.2332	-0.0361	-0.1777
Si	-0.0668	-0.0123	-0.0451
Si	0.2187	-0.1634	-0.0306
Si	0.0448	-0.0464	-0.1702
Si	0.033	-0.0003	-0.0779
Si	-0.0746	0.0013	0.0935
Si	0.056	0.0291	-0.0168
Si	0.0528	0.0308	0.0102
Si	-0.0844	0.082	0.0349
Si	0.0145	-0.1293	-0.0048
Si	0.0501	-0.079	-0.073
Si	0.0172	0.0733	-0.0349
Si	0.0986	-0.0109	0.0947
Si	-0.1223	-0.0399	0.0053
Si	0.0191	0.0802	-0.0536
Si	0.0581	0.0602	-0.0635
Si	0.1525	0.1115	-0.1321
Si	0.0276	-0.0893	0.021
Si	0.196	0.2035	0.0519
Si	-0.0447	0.0639	0.0244
Si	-0.1824	-0.0143	-0.0984
Si	-0.1528	0.0158	-0.3049
Si	0.0599	-0.157	0.1059
Si	-0.1145	-0.0083	0.0564
Si	0.0289	0.0326	-0.2344
Si	-0.0336	-0.2014	0.0614
Si	0.1531	0.002	0.0898
Si	0.0991	-0.0515	0.0194
Si	0.0637	0.1412	0.052
Si	0.0586	0.0153	0.0359
Si	0.0183	0.077	-0.002
Si	0.1196	-0.0963	-0.079
Si	0.0132	-0.092	0.2702
Si	0.0548	-0.0168	0.0489
Si	0.0152	0.1653	-0.1474
Si	-0.3355	0.7497	0.1889
Si	-0.3561	0.1818	0.1799
Si	-0.0679	-0.093	0.1286
Si	0.2414	0.0146	-0.0778
Si	0.1505	0.0266	-0.0901
Si	0.5694	-0.5886	0.6692
Si	-0.0592	-0.0765	0.008
Si	-0.08	0.0314	-0.3498
Si	-0.1084	0.0858	0.1897
Si	-0.0885	-1.1436	0.39
Si	0.534	-0.1363	0.1632
Si	0.2616	0.4087	-0.3212
Si	-0.3667	-0.0137	0.7763
Si	-0.0244	0.1644	-0.2965
Si	0.1306	-0.0802	-0.048
Si	-0.0252	-0.0596	0.5674
Si	0.2155	0.0169	0.5055
Si	-0.5292	0.0407	0.7573
Si	0.1051	-0.0283	0.2318
Si	-0.0604	-0.0459	-0.3453
Si	0.1128	-0.0691	-0.0757
Si	-0.1137	-0.0119	-0.0423
Si	-0.126	-0.0236	0.5275
Si	0.0749	-0.0564	-0.0953
Si	0.2609	-0.1703	-0.2379
Si	-0.2071	0.0414	-0.1905
Si	0.0329	0.0149	0.0381
Si	0.0717	0.1195	0.1158
Si	-0.1421	0.8381	-0.6871
Si	0.0273	-0.1737	-0.1056
Si	0.0417	-0.1675	-0.1048
Si	0.1207	0.2024	-0.2603
Si	-0.0019	0.1168	-0.1716
Si	0.0616	-0.0069	0.0512
Si	0.5234	0.1124	0.4473
Si	-0.1935	0.0041	-0.0339
Si	-0.3119	0.0855	0.0044
Si	-0.5824	-0.5315	-0.0391
Si	0.0288	-0.0958	0.2255
Si	0.0254	0.1936	0.234
Si	0.0434	0.0753	0.2634
Si	-0.0338	0.0945	-0.0334
Si	-0.2195	-0.0227	0.367
Si	0.0352	-0.0432	0.2004
Si	-0.1625	-0.1171	-0.5302
O	0.069	-0.0787	-0.2551
O	-0.2989	-0.0599	0.2682
O	-0.253	-0.0387	0.3579
O	0.5336	-0.0444	0.2618
O	0.0548	0.2745	0.1393
O	0.1126	0.0346	-0.1404
O	-0.2719	-0.2253	0.0539
O	-0.0127	0.1599	0.319
O	-0.0196	-0.1857	-0.5555
O	0.1056	0.3732	-0.7543
O	0.1911	-0.4638	-0.1908
O	-0.4877	0.1598	-0.3998
O	-0.0146	-0.1842	0.1075
O	0.1094	0.0759	-0.2616
O	-0.0683	0.1437	0.4883
O	0.0499	0.2087	-0.1391
O	-0.4502	-0.0919	-0.0766
O	-0.0133	-0.3081	0.1423
O	0.1743	-0.1431	-0.2041
O	-0.1814	0.0947	0.1502
O	-0.1142	-0.2443	0.0896
O	0.0522	0.3412	0.2208
O	0.2233	0.1318	0.1335
O	0.1818	-0.0593	-0.013
O	-0.0546	-0.0861	-0.1004
O	-0.0495	-0.0144	0.2921
O	-0.0358	-0.2616	-0.0733
O	0.1453	-0.0087	-0.2278
O	0.1383	-0.1601	0.1127
O	-0.3422	0.4519	-0.5172
O	0.0092	0.2142	0.106
O	-0.0755	-0.0931	-0.3805
O	-0.142	0.2144	-0.2624
O	-0.178	-0.1312	-0.0641
O	0.116	0.1994	-0.2684
O	0.0241	-0.033	-0.2281
O	-0.0625	-0.0303	-0.1275
O	0.0882	-0.1085	0.0605
O	-0.1061	-0.169	-0.0443
O	0.0072	0.3446	0.0092
O	-0.0055	0.2124	-0.1039
O	-0.2286	-0.0516	0.1833
O	0.1837	-0.1716	-0.3221
O	-0.1399	-0.0786	0.0246
O	0.1441	0.0752	0.0845
O	0.2693	0.0834	0.2549
O	0.3324	-0.0971	-0.2485
O	-0.0387	-0.1206	-0.0494
O	-0.1287	-0.0555	0.2693
O	-0.3299	-0.0403	0.2051
O	0.205	-0.2212	-0.0788
O	0.2213	-0.003	0.4064
O	0.2048	0.3954	0.1577
O	0.179	-0.0433	-0.0576
O	-0.1121	-0.1054	0.096
O	-0.0089	-0.2668	-0.1545
O	-0.1827	-0.1134	-0.0508
O	0.0055	0.2261	0.0173
O	0.1869	-0.1988	0.4444
O	-0.3028	0.0922	-0.0418
O	-0.2766	0.3278	-0.0597
O	0.1154	-0.1669	-0.092
O	-0.2811	-0.1438	0.037
O	-0.2431	0.0751	0.2861
O	0.315	0.0963	0.0627
O	0.1999	0.2366	-0.0561
O	0.5368	-0.1927	0.0084
O	0.1598	-0.2727	-0.0951
O	-0.0043	-0.0675	0.3953
O	0.3567	0.0424	0.0761
O	-0.5317	0.1442	0.4217
O	-0.1833	-0.2785	0.273
O	-0.2138	-0.0936	-0.0289
O	-0.2958	-0.2045	-0.0929
O	0.0905	-0.1342	-0.1836
O	-0.5588	0.0152	0.1955
